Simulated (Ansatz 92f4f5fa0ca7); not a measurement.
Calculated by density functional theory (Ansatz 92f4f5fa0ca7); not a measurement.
Periodic cell of 225 atoms, Si132O91As1H1, from a study of silicon, its oxide and their interface. The atomic structure is a simulated model.
Doubt: the cutoff is far below the 930 eV that the study's wrapper takes by default for these files, so forces and energies are approximate.
This geometry differs little from another in the collection (a relaxation step or a small displacement).

Settings
functional: PBE
potential files: Ansatz PAW
basis: plane waves
wave-function cutoff: 580 eV
density cutoff ratio: 5
exchange-correlation grid ratio: 1
k mesh: 1 x 1 x 1, Gamma-centred
self-consistency stop: 5e-08 eV per atom in the density residual
occupations: fixed
spin: none
net charge: 0

Cell vectors (angstrom)
a  10.938  0  0
b  0  10.938  0
c  0  0  33.1563

Atoms and the computed forces on them: element, x, y, z (angstrom), force x, y, z (eV/angstrom)
Si  0.1335  -0.0038  26.0781  0.0737  -0.0766  -0.3608
Si  5.2034  0.1944  25.5259  -0.0865  0.0269  -0.1185
Si  2.9744  2.5074  25.5798  0.0889  -0.101  -0.1739
Si  8.0829  2.8138  25.731  -0.0751  0.0712  0.0222
Si  -0.2939  5.6929  25.7152  -0.085  0.0123  -0.0658
Si  5.8231  5.0721  25.8209  0.1481  -0.0996  -0.2186
Si  2.3312  8.5924  25.5923  -0.086  0.2311  -0.2352
Si  8.3783  7.9401  25.6547  0.1444  -0.0285  -0.1497
Si  1.485  1.4884  27.1583  0.0076  -0.0504  0.0921
Si  6.7891  1.285  26.9498  0.0403  0.0105  0.0575
Si  4.1124  4.0319  26.9938  -0.046  -0.01  0.0844
Si  9.6038  4.0565  27.0437  -0.0441  -0.0081  0.0075
Si  1.3409  6.8647  26.9176  0.0045  0.0017  0.1422
Si  6.8391  6.8162  27.0151  -0.0562  -0.0244  0.1201
Si  4.0935  9.5477  26.8888  -0.01  0.0196  0.0514
Si  9.4777  9.5404  27.0396  0.0238  -0.0112  0.0709
Si  2.7873  -0.0311  28.4013  0.0404  0.0393  -0.1542
Si  8.1573  -0.0137  28.3791  -0.0493  0.0083  -0.0504
Si  0.0262  2.7636  28.4314  -0.0252  0.0306  -0.0092
Si  5.4799  2.6919  28.3812  0.008  -0.0142  -0.0517
Si  2.7278  5.4677  28.3066  -0.0082  0.0471  0.0043
Si  8.2175  5.4552  28.3971  0.0114  -0.0361  -0.0832
Si  -0.0027  8.2076  28.3857  -0.0407  -0.0214  -0.1699
Si  5.4568  8.2079  28.329  -0.0143  -0.001  -0.0126
Si  4.1018  1.3673  29.7381  0.2692  -0.2365  0.3527
Si  9.5708  1.3673  29.7381  -0.0859  -0.1016  -0.1032
Si  1.3673  4.1018  29.7381  0.1867  0.5188  0.2583
Si  6.8362  4.1018  29.7381  -0.0457  -0.1208  0.0639
Si  4.1018  6.8362  29.7381  -0.1173  -0.0273  -0.3839
Si  9.5708  6.8362  29.7381  0.1428  -0.0764  0.1851
Si  1.3673  9.5708  29.7381  0.0328  0.0145  0.0927
Si  6.8362  9.5708  29.7381  -0.3317  -0.0903  0.0858
Si  0  0  31.1053  -0.0024  -0.0213  -0.0222
Si  5.469  0  31.1053  -0.0424  0.0096  0.0551
Si  2.7345  2.7345  31.1053  0.0257  0.0224  -0.0395
Si  8.2035  2.7345  31.1053  -0.0208  0.0208  0.0165
Si  0  5.469  31.1053  0.0688  0.0769  0.0332
Si  5.469  5.469  31.1053  -0.0002  -0.0472  -0.0381
Si  2.7345  8.2035  31.1053  -0.0591  -0.0111  0.0023
Si  8.2035  8.2035  31.1053  -0.0235  -0.0391  -0.0439
Si  1.3673  1.3673  32.4726  -0.0351  0.0141  -0.0113
Si  6.8362  1.3673  32.4726  0.0164  -0.0635  -0.0219
Si  4.1018  4.1018  32.4726  -0.0099  -0.0085  -0.0092
Si  9.5708  4.1018  32.4726  0.0467  0.0035  -0.0373
Si  1.3673  6.8362  32.4726  -0.0421  -0.0206  -0.0122
Si  6.8362  6.8362  32.4726  0.0261  0.0267  -0.0117
Si  4.1018  9.5708  32.4726  0.0366  0.0313  -0.0293
Si  9.5708  9.5708  32.4726  0.0037  -0.001  -0.015
Si  2.7345  0  0.6835  0.0262  -0.0585  0.003
Si  8.2035  0  0.6835  -0.0023  0.0428  0.0215
Si  0  2.7345  0.6835  -0.0444  0.0251  0.0207
Si  5.469  2.7345  0.6835  0.0378  -0.0129  0.0239
Si  2.7345  5.469  0.6835  -0.0403  0.0454  0.0152
Si  8.2035  5.469  0.6835  0.0146  -0.0526  0.0028
Si  0  8.2035  0.6835  0.0226  0.0068  0.0268
Si  5.469  8.2035  0.6835  -0.0394  0.0076  0.0178
Si  4.1018  1.3673  2.0507  -0.0769  -0.0324  -0.0174
Si  9.5708  1.3673  2.0507  0.0681  -0.032  0.0092
Si  1.3673  4.1018  2.0507  0.0312  -0.0187  0.0178
Si  6.8362  4.1018  2.0507  0.0336  0.0922  0.0035
Si  4.1018  6.8362  2.0507  0.0254  -0.0495  0.0131
Si  9.5708  6.8362  2.0507  -0.0322  0.0084  -0.0077
Si  1.3673  9.5708  2.0507  -0.026  0.0981  0.0117
Si  6.8362  9.5708  2.0507  0.0309  -0.0432  0.0094
Si  0  0  3.418  0.3083  0.2743  -0.4438
Si  5.469  0  3.418  -0.2028  -0.0141  0.1354
Si  2.7345  2.7345  3.418  0.0801  -0.0149  -0.0987
Si  8.2035  2.7345  3.418  0.0156  0.0693  0.0845
Si  0  5.469  3.418  -0.0024  0.0929  0.0798
Si  5.469  5.469  3.418  -0.036  -0.0812  -0.174
Si  2.7345  8.2035  3.418  0.0847  -0.0067  0.1692
Si  8.2035  8.2035  3.418  -0.1637  -0.1495  -0.2724
Si  1.3721  1.3788  4.782  0.0135  0.0134  0.0587
Si  6.8023  1.3949  4.7803  0.0148  -0.0366  0.0557
Si  4.1347  4.0711  4.7803  -0.0331  0.0132  0.0348
Si  9.5689  4.1179  4.7969  0.0229  -0.0103  0.0312
Si  1.3915  6.8186  4.8013  -0.0113  0.0228  0.0172
Si  6.8003  6.8467  4.7727  0.0088  -0.0059  0.0523
Si  4.0921  9.5727  4.8285  0.0177  -0.0256  0.041
Si  9.5905  9.5769  4.6908  -0.0292  -0.0221  0.1007
Si  2.7339  0.0253  6.205  -0.0423  0.0481  -0.021
Si  8.2187  0.0022  6.0139  0.0609  -0.0144  -0.0316
Si  0.0417  2.792  6.1667  -0.0307  -0.0609  -0.0473
Si  5.468  2.7226  6.2398  -0.0158  0.0248  -0.0224
Si  2.7803  5.4325  6.1573  0.0644  -0.0294  -0.0403
Si  8.1517  5.4602  6.1376  -0.0296  0.0547  -0.0206
Si  0.0112  8.2531  6.0809  -0.0412  0.0527  -0.0284
Si  5.4501  8.1893  6.217  0.0027  -0.003  -0.0717
Si  3.9134  1.5437  7.6061  -0.0493  0.1023  0.0716
Si  9.7044  1.2258  7.35  0.0669  -0.1119  -0.02
Si  1.6988  3.8436  7.5187  0.1814  -0.0979  0.1484
Si  6.6002  4.3411  7.5553  -0.1317  0.0556  0.0357
Si  4.3114  6.5673  7.5407  0.059  -0.1556  0.0889
Si  9.3391  7.102  7.3039  -0.0825  0.0942  0.0005
Si  1.0119  9.9205  7.4313  -0.0768  0.0617  -0.02
Si  7.1546  9.3532  7.3543  0.1279  -0.0555  0.0629
O  9.4189  6.7112  25.2404  -0.0372  0.0251  0.0541
O  4.075  1.3474  25.0696  0.004  -0.0041  0.039
O  8.2406  8.208  7.8846  0.0121  0.0035  -0.0398
O  2.7838  2.6897  8.0618  -0.0293  0.0081  -0.0727
O  7.0102  4.0072  25.4261  -0.0038  0.0015  0.0373
O  1.2624  9.8042  25.7742  -0.0394  0.0652  0.126
O  5.4701  5.4664  8.0181  -0.0205  0.0612  -0.0415
O  -0.1285  0.1039  7.8337  -0.0325  0.0135  -0.0192
O  7.1912  3.7196  8.9729  0.0426  -0.0175  -0.0057
O  6.6915  10.2077  8.6747  -0.0548  0.0042  -0.0167
O  10.1471  6.4536  8.5671  0.0005  0.001  -0.0295
O  1.4913  9.4396  8.9192  -0.0102  0.011  -0.0492
O  4.5845  0.8789  8.9872  0.0146  -0.0502  -0.0208
O  1.1637  4.6034  8.8876  -0.0164  -0.0106  -0.1009
O  9.0005  1.7997  8.7179  -0.0164  0.0336  -0.0037
O  3.5238  7.0736  8.9052  0.0078  0.0182  -0.0485
O  7.7616  8.5575  24.2293  -0.0142  0.0043  0.0554
O  8.5801  2.2526  24.2476  0.04  -0.0135  -0.005
O  5.3126  5.365  24.3042  0.0135  0.0092  0.1231
O  2.2946  3.198  24.2252  0.0033  -0.0061  0.0888
O  10.7218  0.7797  24.6841  -0.0436  -0.0251  0.1125
O  0.3899  5.0902  24.3472  -0.0059  0.0195  0.0444
O  2.353  8.6135  23.9178  0.0147  -0.0457  0.123
O  5.8426  10.4285  24.1439  0.0072  -0.0066  0.0551
Si  11.8201  2.8668  16.5157  -0.0023  -0.0146  -0.0378
Si  4.8512  6.3725  23.1654  -0.0516  0.0088  -0.0667
Si  1.2059  1.1883  12.3015  -0.0119  0.01  0.0329
Si  12.7721  5.8525  16.4609  0.0077  0.0003  -0.0536
Si  7.8258  -4.8507  15.5324  -0.0104  0.0109  -0.0737
Si  10.3714  7.3426  11.603  -0.0164  0.0105  0.0552
Si  3.6776  2.6644  15.7714  0.0125  0.0063  -0.0682
Si  5.1783  3.4942  18.422  -0.0181  0.0165  -0.0126
Si  10.2658  12.2353  18.8151  0.003  -0.0104  0.0148
Si  9.2171  -1.4947  19.1263  0.0058  0.0108  0.0301
Si  9.0301  1.6808  12.3274  0.0184  -0.0281  0.0254
Si  0.717  7.6633  14.4337  0.0085  0.0202  -0.0789
Si  10.7778  5.3043  9.5198  0.008  0.0235  0.0912
Si  7.0258  10.4055  12.3556  0.0409  -0.0167  0.0593
Si  5.385  0.5454  18.7384  0.0036  -0.0047  -0.007
Si  7.7426  2.186  17.8835  0.0061  -0.0089  -0.0241
Si  3.6087  3.1944  12.8765  0.0057  -0.0091  -0.016
Si  5.4529  10.5843  9.6555  0.0088  0.0035  0.0271
Si  4.7943  6.1767  20.2565  -0.0396  0.0104  0.0071
Si  13.2876  10.23  14.3302  0.0106  -0.0131  -0.0857
Si  -1.0015  1.6446  23.5704  0.0324  -0.1016  0.0517
Si  4.8443  6.0291  12.557  0.0216  -0.0251  -0.0076
As  3.5815  9.4144  17.0727  -0.0383  -0.017  0.0408
Si  4.9169  11.7404  13.8592  0.0111  -0.0161  -0.0578
Si  8.5169  3.045  9.6519  -0.0153  -0.0186  0.0654
Si  2.2511  6.1449  21.8052  0.0127  0.0294  -0.0524
Si  6.3884  9.0365  23.4557  -0.0268  -0.0069  -0.0447
Si  -4.6467  -1.9237  20.2544  0.0021  -0.0129  -0.0294
Si  -0.6455  -3.5361  16.9949  0.0021  0.0215  -0.0277
Si  3.7021  7.9521  10.2774  0.0121  0.0042  0.0913
Si  -0.2573  -0.1407  21.3252  0.0297  -0.0507  -0.014
Si  1.227  9.4807  10.5238  -0.0232  -0.002  0.0964
Si  1.0698  3.9422  23.4105  0.0088  -0.0061  -0.0794
Si  1.1074  -2.2445  22.8477  0.0147  0.0414  -0.0621
Si  8.9664  3.0821  15.1896  -0.005  -0.0177  -0.066
Si  7.5706  7.2464  12.6776  -0.0058  0.0009  -0.0244
Si  4.7087  6.8158  15.6679  -0.0065  0.0069  -0.0821
O  6.7748  3.4812  18.0745  0.005  0.0031  0.0137
O  8.0393  -3.8739  14.2337  -0.0056  -0.0088  0.0378
O  9.6063  -0.1243  18.3015  -0.005  0.0114  0.0041
O  1.836  8.7421  13.939  0.0028  0.0156  0.0501
O  -0.1854  7.3045  13.1648  0.0088  0.0019  0.0042
O  -0.0488  2.8352  23.0004  0.0145  0.0158  0.0281
O  2.3482  8.4235  11.0478  0.0363  -0.0088  -0.0565
O  -7.4708  3.6312  14.4588  0.0008  -0.0088  0.0255
O  6.3597  0.0943  13.7151  -0.018  0.0018  0.0107
O  6.8785  0.8212  18.1411  -0.0013  0.0069  0.0074
O  2.1922  2.0178  16.0152  -0.0148  -0.0037  0.0344
O  7.0188  8.7788  12.4607  0.004  0.0044  -0.0034
O  8.5318  0.1119  12.285  -0.0063  0.0077  -0.0157
O  8.7624  7.0603  11.5765  0.0035  0.0022  -0.0062
O  4.6713  8.464  16.0203  -0.0046  -0.0013  0.0287
O  12.401  10.9909  11.1305  0.0029  -0.0277  -0.0342
O  4.7365  12.4299  15.3305  -0.0132  0.0106  0.0383
O  16.418  -5.0443  21.7281  0.0072  0.0151  0.034
O  3.7919  10.5607  13.6433  -0.0175  -0.0051  0.0274
O  6.4806  6.0435  12.4327  -0.0113  0.0123  0.0153
O  21.5347  3.1418  15.4523  0.0012  0.0003  0.0283
O  -1.9694  2.2976  18.9692  0.0067  -0.0072  0.0093
O  4.8079  12.9805  19.1726  0.0005  0.0035  0.0038
O  11.16  6.0988  10.8895  -0.0022  -0.0347  -0.0525
O  12.5065  4.3033  16.859  -0.0005  0.0152  0.0319
O  1.5171  4.6883  22.01  -0.0305  -0.0394  0.0664
O  4.9935  4.8894  19.2571  0.0128  -0.0363  -0.0181
O  4.4276  7.0671  11.4034  -0.0298  0.0325  -0.0367
O  3.4592  6.1756  16.5442  -0.0111  0.0008  0.0357
O  19.6269  2.3748  13.7563  0.0007  0.0162  0.0318
O  -1.0859  -1.3693  20.6281  -0.0139  0.0123  -0.0085
O  8.9342  6.53  16.6546  -0.0005  -0.0082  0.027
O  -0.2232  8.2574  15.6452  -0.0067  -0.0055  0.0474
O  16.4126  7.6306  19.8274  0.0096  0.0126  0.0217
O  2.4739  10.2157  15.9752  0.0028  -0.0078  0.0568
O  0.7234  6.5972  17.4169  -0.0084  0.0004  0.0238
O  -2.6178  2.1548  16.3634  0.0006  0.0021  0.0185
O  6.2323  -4.6894  16.0212  0.0052  -0.0053  0.0319
O  4.3047  3.4767  17.0351  0.0049  0.004  0.0395
O  4.1464  4.5791  12.1849  -0.001  0.0148  0.0124
O  4.5165  9.2824  9.8398  0.0042  -0.0108  -0.0386
O  6.1142  -0.0021  11.1017  -0.0273  0.0104  -0.0784
O  6.6827  9.1312  21.8465  0.0022  0.0055  0.0193
O  0.3485  2.0155  17.7879  0.0083  0.0143  0.0037
O  9.6375  0.615  22.3424  -0.0075  0.022  0.0533
O  3.2398  6.2481  23.0962  0.0341  -0.0009  0.0385
O  8.2035  4.5325  15.1678  0.0024  -0.0031  0.0348
O  0.1496  0.9783  20.1915  -0.0063  0.0196  -0.013
O  -1.0265  8.2556  18.2997  0.0234  -0.0214  -0.0143
O  4.7397  12.9481  12.7598  -0.0083  0.0061  0.0251
O  5.2445  7.8883  23.6198  0.0078  -0.0015  0.0353
O  4.4524  -4.3701  14.0646  0.0041  -0.0025  0.0227
O  1.2311  7.4195  21.8148  0.0211  -0.0094  0.037
O  8.2264  2.4907  11.1545  -0.0094  0.0253  -0.0573
O  12.3574  6.2686  14.9249  0.004  -0.0059  0.0387
O  2.8469  -2.3097  18.2865  0.0443  0.0591  -0.0834
O  9.6852  4.1515  9.7898  0.0012  -0.0017  -0.0312
O  2.232  2.4925  12.2647  0.0021  0.0004  0.0082
O  -0.2136  8.8142  10.9505  -0.0003  -0.0004  -0.0317
O  15.4524  -0.1136  17.4997  -0.0327  -0.0288  -0.0013
O  5.4136  10.3737  19.9329  0.0025  0.0074  0.0133
O  3.1631  6.2466  20.4496  0.0171  0.0018  0.0088
O  1.0726  10.1341  22.0259  -0.0251  -0.0228  0.0279
O  12.237  0.4179  13.7614  0.0137  -0.002  0.0253
O  -3.3035  -1.8518  19.3223  -0.0181  0.0008  0.023
O  10.6395  1.7594  12.0819  -0.0151  0.0042  -0.0021
O  -0.3072  -2.3431  23.6679  -0.2583  -0.1275  -0.1414
H  -1.075  -2.7139  23.192  0.2485  0.0998  0.1412

Results
free energy: -140533.809 eV
free energy less fixed offsets of As -4856.12, H -15.97, O -568.88, Si -635.61 eV per atom: 6.881 eV

The program warned: the cutoff lies below the one the program advises for these potential files; the exchange-correlation potential is rough where the density is thin.
